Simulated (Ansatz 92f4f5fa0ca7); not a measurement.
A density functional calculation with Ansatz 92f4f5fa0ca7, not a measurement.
Periodic cell of 226 atoms, Si133O92As1, from a study of silicon, its oxide and their interface. The atomic structure is a simulated model.
Doubt: the cutoff is far below the 930 eV that the study's wrapper takes by default for these files, so forces and energies are approximate.
This geometry differs little from another in the collection (a relaxation step or a small displacement).

Settings
functional: PBE
potential files: Ansatz PAW
basis: plane waves
wave-function cutoff: 580 eV
density cutoff ratio: 5
exchange-correlation grid ratio: 1
k mesh: 1 x 1 x 1, Gamma-centred
self-consistency stop: 5e-08 eV per atom in the density residual
occupations: fixed
spin: none
net charge: +1 e, with a uniform compensating background and no finite-size correction

Cell vectors (angstrom)
a	10.938	0	0
b	0	10.938	0
c	0	0	31.9494

Atoms and the computed forces on them: element, x, y, z (angstrom), force x, y, z (eV/angstrom)
Si	10.6241	0.0047	24.4087	-0.0275	-0.001	0.071
Si	5.0749	0.1253	24.6587	0.0099	0.0166	0.0302
Si	2.8213	2.2926	24.5198	0.0279	0.0056	0.0667
Si	8.5708	2.4394	24.5553	-0.0022	-0.0197	0.0412
Si	10.7073	5.5882	24.3257	0.0146	0.0342	0.0546
Si	5.1554	5.6197	24.4399	-0.0231	-0.0038	0.0676
Si	2.9882	7.9593	24.3982	-0.0044	-0.0314	0.0469
Si	8.4173	7.8314	24.4068	0.019	0.0072	0.0817
Si	1.2916	1.1323	25.8361	0.0058	0.0053	-0.0527
Si	6.8166	1.331	25.7353	-0.0184	0.0002	-0.0235
Si	3.9845	4.0123	25.7254	0.0052	-0.0064	-0.0256
Si	9.6913	4.024	25.8482	-0.0141	-0.0094	-0.0341
Si	1.3387	6.7965	25.6635	-0.0204	0.0029	-0.0198
Si	6.8027	6.725	25.7475	0.003	-0.0048	-0.0501
Si	3.9998	9.4673	25.956	0.004	0.0231	-0.0396
Si	9.482	9.4433	25.7975	-0.0079	-0.0112	-0.0309
Si	2.6343	-0.1306	27.284	0.0149	-0.0051	-0.0066
Si	8.1372	-0.0654	27.14	0.0447	0.0218	-0.0071
Si	0.0804	2.6551	27.2054	-0.012	-0.0078	0.0053
Si	5.4531	2.7239	27.1042	-0.0205	-0.0125	0.0012
Si	2.6642	5.4158	27.1022	0.0201	0.0239	0.0055
Si	8.1918	5.3697	27.1242	0.0031	0.0078	0.0261
Si	0.0106	8.1537	27.1245	0.0157	0.0073	0.0068
Si	5.5122	8.1434	27.1759	-0.0018	-0.0065	0.0175
Si	4.0857	1.3266	28.4883	0.0286	0.0228	-0.0191
Si	9.5474	1.319	28.5013	-0.0238	-0.0345	-0.0116
Si	1.387	4.0667	28.5583	0.0422	-0.0098	0.0342
Si	6.8099	4.0619	28.5155	0.0023	-0.0101	0.0104
Si	4.0812	6.7794	28.4832	-0.0103	-0.0458	-0.0161
Si	9.5585	6.7804	28.476	0.013	-0.0169	-0.0288
Si	1.2946	9.4832	28.6192	-0.0497	-0.047	0.065
Si	6.8249	9.5382	28.5556	0.0024	-0.0133	0.0355
Si	-0.0434	-0.0204	29.9283	0.0245	-0.0292	-0.0212
Si	5.4506	-0.0129	29.8886	-0.0139	-0.0078	-0.0014
Si	2.7721	2.7097	29.8934	-0.015	0.0255	-0.0033
Si	8.1884	2.7033	29.8695	-0.025	0.0204	-0.0074
Si	-0.0172	5.4385	29.8843	-0.027	0.0027	-0.005
Si	5.4563	5.4464	29.8806	0.0087	-0.0098	-0.0034
Si	2.7355	8.1393	29.9047	-0.0251	0.051	-0.0185
Si	8.2258	8.1726	29.8731	-0.0127	0.0119	0.0062
Si	1.3693	1.3717	31.2488	-0.0043	0.0034	0.0038
Si	6.8219	1.3662	31.2505	0.0353	-0.0032	0.0032
Si	4.1168	4.0805	31.2694	-0.0121	-0.0011	-0.0061
Si	9.5481	4.0812	31.2488	0.0072	-0.0028	-0.0003
Si	1.3523	6.8061	31.266	0.0106	-0.0199	0.0053
Si	6.8324	6.838	31.2349	-0.008	0.0162	0.0018
Si	4.0843	9.5605	31.2522	0.0126	-0.0271	0.007
Si	9.5533	9.5403	31.2843	-0.0037	0.0196	-0.0057
Si	2.7395	0.013	0.6738	-0.0147	0.0147	-0.0034
Si	8.2035	0.0179	0.6601	-0.0103	-0.0124	0.0039
Si	0.0096	2.7497	0.6747	-0.0005	0.0018	-0.0006
Si	5.4868	2.743	0.7012	-0.0116	0.0095	-0.0017
Si	2.7328	5.4507	0.6668	-0.0012	0.0024	0.0017
Si	8.2069	5.4911	0.6615	0.004	-0.0065	-0.0015
Si	0.0177	8.2073	0.7032	-0.0109	0.0053	-0.001
Si	5.48	8.2219	0.6698	-0.0028	0.0076	0.0018
Si	4.0966	1.3873	2.0601	-0.0255	0.0004	0.0018
Si	9.6017	1.3583	2.0283	-0.028	0.0154	0.0303
Si	1.3547	4.1393	2.0577	0.017	-0.0033	0.0035
Si	6.8492	4.1503	2.0403	0.0682	-0.0347	0.0183
Si	4.0915	6.8473	2.0095	0.0069	-0.0076	0.0236
Si	9.5809	6.8383	2.0633	-0.0077	0.0056	0.0132
Si	1.372	9.6195	2.0584	0.017	-0.021	0.0298
Si	6.8339	9.6307	2.029	0.0351	-0.0149	0.0138
Si	0.0237	0.0366	3.469	-0.0056	0.0454	0.0328
Si	5.4997	0.0559	3.4356	0.0095	-0.0699	0.0317
Si	2.7093	2.7641	3.4063	-0.0166	0.0224	-0.015
Si	8.2648	2.7853	3.3447	0.0226	0.0179	-0.0783
Si	0.03	5.5176	3.4753	0.0458	-0.0117	0.0505
Si	5.4534	5.5125	3.4026	-0.0544	0.0968	0.0056
Si	2.7354	8.219	3.3831	0.0187	0.0065	-0.0084
Si	8.2495	8.307	3.3699	-0.017	0.0741	-0.0039
Si	1.3751	1.4463	4.8483	-0.0105	-0.0007	0.0039
Si	6.9055	1.4908	4.723	0.0464	-0.0145	0.0461
Si	4.0638	4.1454	4.7521	-0.0604	-0.0017	0.0112
Si	9.6098	4.0809	4.7838	0.0167	-0.0095	0.0287
Si	1.371	6.9781	4.8519	-0.0355	-0.0125	0.0386
Si	6.8605	6.9607	4.6685	0.1008	-0.0656	0.0218
Si	4.0763	9.5985	4.7424	-0.0558	0.0587	-0.0316
Si	9.6211	9.5816	4.8483	-0.0242	-0.0422	0.0402
Si	2.7588	0.0212	6.1433	-0.0627	0.0013	0.0601
Si	8.2977	0.1452	6.0914	0.027	0.0069	-0.0106
Si	0.023	2.7924	6.3218	-0.0146	0.0295	0.0033
Si	5.5085	2.84	6.0675	0.0041	-0.0009	0.054
Si	2.7518	5.5697	6.1399	-0.0245	0.0238	0.0003
Si	8.2564	5.6029	5.9548	-0.0036	0.0125	0.0479
Si	0.0445	8.3064	6.3857	0.0178	0.014	0.0239
As	5.5038	8.3049	6.2281	-0.0044	0.0013	-0.0143
Si	4.3979	1.201	7.3255	-0.0158	0.019	0.1187
Si	9.8171	1.1549	7.6561	0.0829	-0.0601	-0.1411
Si	1.1698	4.4999	7.5362	-0.0853	0.0514	-0.103
Si	6.6616	4.5258	7.2418	0.0947	0.0161	0.0316
Si	4.3159	6.6231	7.5849	-0.166	0.0626	-0.0425
Si	9.7162	6.6212	7.5211	-0.0327	0.0035	-0.2099
Si	1.2837	9.9322	7.7267	0.0035	-0.004	-0.2569
Si	6.7322	10.0586	7.4585	0.1966	-0.0832	-0.0162
O	9.579	1.2383	23.9731	0.0153	0.0142	0.0149
O	4.0994	6.8048	23.9381	0.0134	0.0118	0.0118
O	4.0123	1.2389	24.0236	-0.0066	-0.0026	0.0157
O	9.5355	6.7003	23.8927	-0.0088	-0.0008	0.0085
O	-0.054	5.5379	8.0027	0.1998	-0.0946	0.0793
O	5.5409	0.1414	7.9611	-0.0147	-0.0662	-0.1275
O	0.0887	0.0921	8.1446	-0.1325	0.0729	0.0773
O	5.5951	5.6383	7.9102	-0.0761	0.0109	-0.0527
O	7.6485	3.9161	8.3881	0.0468	-0.1118	0.1726
O	8.7152	7.033	8.7796	-0.0612	0.0666	0.089
O	2.1893	9.4621	9.0491	0.0988	-0.0701	0.1322
O	8.9055	1.647	8.9636	-0.0876	0.1183	0.0777
O	7.601	9.4304	8.6873	-0.0697	0.059	0.0182
O	3.5534	1.8521	8.5685	-0.0269	0.1142	0.0486
O	3.6013	7.2537	8.9262	0.0433	-0.0179	0.0673
O	2.047	4.0554	8.8633	0.1015	-0.0855	0.0369
O	8.1396	3.4976	23.3629	-0.0322	0.032	-0.0296
O	0.4517	4.9374	22.9503	0.031	-0.0581	-0.046
O	1.8993	2.7457	23.2413	-0.0435	0.0227	-0.047
O	5.831	4.9151	23.1146	0.0475	-0.0417	-0.0448
O	5.5263	9.9832	23.5098	0.0259	-0.0293	-0.0237
O	2.4467	8.7022	23.0242	-0.0379	0.0382	-0.0472
O	0.1872	10.068	23.0859	0.0453	-0.0363	-0.0528
O	7.7892	8.5759	23.0714	-0.05	0.0418	-0.0504
Si	8.6608	7.7	18.4445	0.0009	-0.0019	-0.0051
Si	8.7907	6.366	13.6355	-0.0028	0.0016	0.0493
Si	3.7973	1.5432	14.7569	0.0008	0.0009	0.0357
Si	2.1391	5.7551	17.6322	-0.0088	-0.0028	0.0067
Si	2.415	3.1473	19.4869	-0.0123	0.005	-0.0068
Si	9.8198	9.0402	12.0842	0.0079	-0.0016	0.0324
Si	1.3314	9.4261	22.0727	0.0073	-0.0048	0.0345
Si	9.1772	0.9695	13.2044	-0.0027	0.0003	0.0555
Si	1.4235	5.0564	13.0393	0.003	-0.0004	0.0609
Si	1.797	8.255	12.831	-0.0016	0.0038	0.0365
Si	6.6492	9.5544	22.4236	0.0131	-0.0222	0.0186
Si	4.5297	4.6057	15.722	0.0045	0.0047	0.0319
Si	8.2254	3.0122	9.6028	-0.1027	0.0524	-0.1756
Si	0.8417	8.2506	19.2634	0.0011	0.0081	-0.002
Si	6.9481	1.3524	21.0916	0.0054	-0.0039	-0.0211
Si	8.226	8.3017	9.7012	0.0192	-0.0367	-0.0967
Si	10.89	5.2125	15.6158	0.0008	0.0014	0.03
Si	7.5731	9.506	16.3293	0.0008	-0.0072	0.0227
Si	9.9282	2.0604	20.2979	0.0002	0.0003	-0.014
Si	3.2281	8.526	9.9422	-0.0582	0.0117	-0.1073
Si	6.6983	3.346	17.4116	0.0047	0.003	0.0096
Si	1.1649	0.2155	19.802	0.0023	-0.0085	-0.0152
Si	3.2368	2.8159	12.3211	0.0172	-0.0186	0.0326
Si	7.2209	5.3944	19.6831	0.0029	-0.0095	-0.0064
Si	5.7496	8.678	11.574	0.0129	0.0024	0.0248
Si	5.786	6.0773	13.2142	0.0076	-0.0113	0.0518
Si	4.6341	9.7061	17.6306	0.0013	-0.0079	0.0091
Si	1.0205	3.6006	22.1668	0.0006	0.0268	0.0371
Si	4.8962	1.4866	18.8007	0.0049	-0.002	-0.0012
Si	3.1793	3.0979	9.5443	-0.0021	-0.0977	-0.092
Si	6.4566	10.8315	13.8093	0.0015	0.0044	0.0483
Si	10.3516	0.1232	15.9808	0.0016	0.0084	0.0211
Si	5.658	3.6673	11.1655	0.0178	-0.0161	0.0261
Si	9.8495	3.9047	11.9177	-0.0057	-0.0033	0.0463
Si	2.3431	9.9259	15.5593	-0.0014	-0.0043	0.0263
Si	6.0759	8.1193	19.8015	-0.0027	0.0071	-0.0072
Si	6.936	3.9753	22.3705	-0.0069	0.0184	0.0197
Si	9.7545	2.7844	17.3686	0.0018	-0.0002	0.0142
O	7.1998	6.3873	13.9747	-0.0012	0.0004	-0.0254
O	1.8834	7.0645	18.6795	0.0064	-0.0131	0.0046
O	10.2829	4.0515	16.5351	-0.0021	0.0006	-0.0097
O	6.1658	9.9614	17.0574	0.0092	-0.0041	-0.0119
O	10.1499	0.7006	14.4713	0.0064	-0.0066	-0.0136
O	8.4476	6.1169	18.8554	0.0034	0.0057	0.008
O	5.1775	0.6966	14.4492	-0.0017	0.0001	-0.0214
O	5.7182	2.0546	17.5201	0.0028	0.0031	-0.0057
O	8.3443	1.9441	20.553	0.0104	0.0001	0.0177
O	1.9879	4.3029	18.3997	0.005	0.0123	-0.0016
O	6.9594	2.8191	10.632	0.0258	0.0075	-0.043
O	4.8729	2.7105	12.2221	-0.0155	0.0044	-0.0258
O	6.0339	4.3956	16.3505	-0.0028	0.0012	-0.0136
O	4.561	3.9214	9.9371	-0.013	0.004	-0.0212
O	10.6864	2.7774	21.557	-0.0173	-0.0207	-0.0029
O	9.7296	6.172	14.9661	0.0042	-0.003	-0.0162
O	6.0084	6.4838	19.838	0.0007	-0.0015	0.0147
O	4.0808	0.1724	18.282	0.0006	-0.0042	0.004
O	9.2619	10.5604	12.2722	0.0013	0.0121	-0.0247
O	2.8568	4.36	12.7184	-0.0078	0.0099	-0.0353
O	1.9099	10.7108	21.2118	-0.0009	0.0176	-0.0063
O	3.9927	2.7277	19.377	0.0066	-0.0062	0.0125
O	0.7293	10.0446	15.9681	0.0034	-0.0012	-0.0127
O	1.2764	9.8081	18.8376	0.0008	-0.0017	0.0016
O	1.71	1.6691	19.2698	0.0042	-0.0002	0.012
O	8.9414	10.402	16.5102	-0.0016	-0.0029	-0.0077
O	4.873	8.5815	18.7953	-0.005	0.0051	-0.0024
O	9.5746	8.7671	10.4821	0.0149	0.0101	0.0218
O	6.7518	4.0834	18.8596	-0.0017	-0.0102	-0.002
O	2.8478	1.7169	13.4232	-0.0015	-0.0026	-0.0168
O	5.8263	8.7688	21.2672	-0.0099	-0.0191	-0.017
O	2.5431	2.4426	10.8945	0.021	0.015	-0.0564
O	7.6206	4.8522	21.173	0.0071	0.018	-0.0167
O	5.2056	7.4841	12.5679	-0.0022	-0.0024	-0.02
O	0.441	9.0687	12.4865	0.0107	-0.0031	-0.0265
O	7.5847	1.0677	13.5771	-0.003	-0.0048	-0.0276
O	7.1192	9.6445	14.7527	0	-0.002	-0.0158
O	8.9784	5.0377	12.6966	0.0018	0.007	-0.0221
O	8.0987	8.0422	16.9142	-0.0058	0.0079	-0.0112
O	6.2128	2.5776	21.9033	-0.0003	-0.0211	0.0095
O	2.4573	9.0727	14.1159	0.0026	0.007	-0.0146
O	0.4313	4.4961	11.8675	0.0059	0.0031	-0.0217
O	0.8163	8.32	20.9367	-0.0072	-0.0154	-0.0163
O	9.3974	3.8342	10.3549	0.003	0.0035	-0.02
O	9.6604	2.3913	12.5372	-0.0003	-0.0035	-0.0363
O	7.6195	8.563	19.3945	0.0112	-0.0027	0.0103
O	2.5626	8.1597	11.3762	-0.0195	-0.0023	0.042
O	3.9754	3.0654	15.3866	0.0006	-0.0019	-0.0177
O	0.8287	4.488	14.4438	-0.0046	-0.0023	-0.019
O	10.0485	3.003	18.9606	0	0.0042	-0.0092
O	9.1475	7.8101	12.9382	-0.0028	-0.0118	-0.0206
O	10.5115	0.5409	20.0756	0.0047	-0.0041	0.0159
O	6.0274	5.0535	11.9361	-0.0055	0.0294	-0.0095
O	8.1558	2.743	17.0117	-0.0002	0	-0.0052
O	3.5397	5.4883	16.7353	0.0034	-0.001	-0.0067
O	4.6807	9.1372	10.3937	0.0361	0.0049	0.0143
O	1.5363	6.6775	13.1915	-0.0031	-0.0058	-0.0321
O	4.7627	5.492	14.3512	-0.0002	-0.0026	-0.0222
O	2.0464	3.8584	20.9187	0.0199	-0.0082	-0.0185
O	10.5577	1.4238	16.9461	0.0011	-0.0052	-0.008
O	0.955	6.0806	16.5509	-0.0013	-0.0021	-0.01
O	7.3302	10.9534	21.9386	0.0024	0.0224	0.0093
O	5.9296	0.9154	19.9175	-0.0206	-0.003	-0.0037
O	6.0662	10.0386	12.421	0.0041	0.0126	-0.0229
O	2.8487	0.5476	15.6182	-0.0017	-0.0023	-0.0113
O	7.0526	8.0201	10.7971	-0.0552	-0.0024	0.0176
O	10.2458	8.02	18.6907	-0.0072	-0.0043	0.0082
O	3.4459	9.1955	16.583	-0.0005	0.0028	-0.0146

Results
free energy: -141734.297 eV
free energy less fixed offsets of As -4856.12, O -568.88, Si -635.61 eV per atom: -5.087 eV

The program warned: the cutoff lies below the one the program advises for these potential files; the forces do not sum to zero within the program's tolerance; the exchange-correlation potential is rough where the density is thin.
